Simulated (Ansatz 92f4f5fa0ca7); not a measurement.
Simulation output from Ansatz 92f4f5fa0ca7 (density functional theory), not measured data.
Periodic cell of 255 atoms, Si165O90, from a study of silicon, its oxide and their interface. The atomic structure is a simulated model.
Doubt: the cutoff is far below the 930 eV that the study's wrapper takes by default for these files, so forces and energies are approximate.
This geometry differs little from another in the collection (a relaxation step or a small displacement).

Settings: functional PBE; potential files Ansatz PAW; basis plane waves; wave-function cutoff 580 eV; density cutoff ratio 5; exchange-correlation grid ratio 1; k mesh 1 x 1 x 1, Gamma-centred; self-consistency stop 5e-08 eV per atom in the density residual; occupations fixed; spin none; net charge 0.

Cell vectors (angstrom)
a 10.938 0 0
b 0 10.938 0
c 0 0 37.4293

Atoms: element, x, y, z (angstrom)
Si 0 0 0.683
Si 5.469 0 0.683
Si 2.7345 2.7345 0.683
Si 8.2035 2.7345 0.683
Si 0 5.469 0.683
Si 5.469 5.469 0.683
Si 2.7345 8.2035 0.683
Si 8.2035 8.2035 0.683
Si 1.3673 1.3673 2.0503
Si 6.8362 1.3673 2.0503
Si 4.1018 4.1018 2.0503
Si 9.5708 4.1018 2.0503
Si 1.3673 6.8362 2.0503
Si 6.8362 6.8362 2.0503
Si 4.1018 9.5708 2.0503
Si 9.5708 9.5708 2.0503
Si 2.7345 0 35.3778
Si 8.2035 0 35.3778
Si 0 2.7345 35.3778
Si 5.469 2.7345 35.3778
Si 2.7345 5.469 35.3778
Si 8.2035 5.469 35.3778
Si 0 8.2035 35.3778
Si 5.469 8.2035 35.3778
Si 4.1018 1.3673 36.7451
Si 9.5708 1.3673 36.7451
Si 1.3673 4.1018 36.7451
Si 6.8362 4.1018 36.7451
Si 4.1018 6.8362 36.7451
Si 9.5708 6.8362 36.7451
Si 1.3673 9.5708 36.7451
Si 6.8362 9.5708 36.7451
Si -1.3796 -1.5181 28.6287
Si 5.1075 0.5463 27.2812
Si 3.2617 2.1461 27.3213
Si 7.9873 2.9124 27.2717
Si -0.2925 5.5969 27.3384
Si 5.6969 5.0914 27.1642
Si 2.621 8.7347 26.7333
Si 8.4829 7.8901 27.157
Si 1.3758 1.3076 28.5032
Si 6.8374 1.3682 28.6075
Si 4.1264 3.9736 28.5404
Si 9.5075 4.0445 28.6315
Si 1.3339 6.6585 28.6153
Si 6.8169 6.7662 28.4289
Si 4.1162 9.6583 28.3528
Si 11.0461 10.6222 27.3196
Si 2.7331 -0.0551 29.89
Si 8.1933 -0.0674 29.8994
Si 0.022 2.6842 29.8901
Si 5.5081 2.7281 30.0054
Si 2.7533 5.3422 29.9184
Si 8.1651 5.4751 29.9437
Si 0.0558 8.1369 29.9808
Si 5.4294 8.1868 29.7341
Si 4.0989 1.3231 31.2764
Si 9.5763 1.3191 31.2522
Si 1.362 4.0357 31.3012
Si 6.8443 4.1132 31.3441
Si 4.11 6.8161 31.1984
Si 9.5795 6.792 31.3062
Si 1.3948 9.5475 31.3081
Si 6.7896 9.5095 31.2193
Si 0.005 -0.0229 32.6474
Si 5.4639 -0.0458 32.6271
Si 2.7407 2.6898 32.6578
Si 8.221 2.7053 32.6443
Si -0.0002 5.4238 32.6589
Si 5.4598 5.49 32.6478
Si 2.7533 8.1587 32.632
Si 8.1923 8.1871 32.6232
Si 1.356 1.3533 34.0201
Si 6.8272 1.3445 33.9974
Si 4.0948 4.1007 34.005
Si 9.5648 4.079 34.0225
Si 1.3632 6.8187 34.0062
Si 6.8339 6.8385 34.0139
Si 4.0961 9.5489 34.0077
Si 9.557 9.5609 34.0033
Si 2.7436 0.0128 3.4115
Si 8.2224 0.0344 3.4153
Si -0.0089 2.7476 3.4256
Si 5.4744 2.7527 3.4221
Si 2.7208 5.4651 3.4319
Si 8.211 5.4753 3.4202
Si 0.0118 8.2 3.4204
Si 5.4889 8.2262 3.4182
Si 4.0696 1.4194 4.7796
Si 9.5457 1.4255 4.8172
Si 1.3244 4.1129 4.8237
Si 6.8737 4.0915 4.8003
Si 4.1098 6.8516 4.7579
Si 9.5743 6.8415 4.7928
Si 1.368 9.5986 4.7733
Si 6.8592 9.6243 4.7779
Si -0.0044 0.0566 6.1232
Si 5.4974 0.1063 6.1073
Si 2.6621 2.7214 6.1933
Si 8.1967 2.7545 6.2855
Si -0.0837 5.4395 6.2185
Si 5.5039 5.49 6.0903
Si 2.7576 8.2381 6.1167
Si 8.2771 8.2919 6.1327
Si 1.2637 1.3548 7.6107
Si 6.7831 1.3986 7.6508
Si 4.1133 4.1136 7.421
Si 9.5272 4.0934 7.7605
Si 1.3093 6.8915 7.4267
Si 6.8943 6.8966 7.3857
Si 4.1391 9.6881 7.4048
Si 9.6115 9.7042 7.5546
Si 3.8426 1.4088 10.2858
Si 8.171 0.0115 9.0253
Si -0.1684 2.5417 9.1639
Si 5.2786 2.7382 8.9608
Si 2.7938 5.5826 8.6626
Si 8.1824 5.6898 8.9482
Si 0.1253 8.3582 8.8503
Si 5.6212 8.3812 8.651
Si 2.7269 -0.0356 8.8452
Si 9.4674 1.1544 10.6545
Si 1.4196 3.4124 10.6275
Si 6.5054 5.179 10.5439
Si 4.1311 7.1016 9.7974
Si 9.5152 7.2025 10.1254
Si 1.8563 9.2332 10.2522
Si 7.1065 9.2844 10.2705
O 5.7236 0.277 25.7647
O 9.5991 6.7392 26.7568
O 2.6644 2.3742 11.0181
O 1.6036 11.2424 13.0522
O 10.0891 0.0974 26.0378
O 3.9946 6.6989 23.5943
O 6.0639 3.6617 10.0971
O -0.4219 0.054 11.3058
O 7.0696 5.0758 12.0824
O 4.7592 0.5309 11.3742
O 12.9391 15.63 9.8044
O 5.1918 6.1832 10.7108
O 0.6273 4.0436 11.9674
O 8.3224 8.2082 10.7914
O 8.7027 1.8559 11.9678
O 3.0931 8.1544 10.5979
O 0.4655 4.9726 26.0266
O 3.0058 8.5494 25.1431
O 8.6903 2.341 25.8992
O 1.2597 9.6333 26.6945
O 5.0497 5.5893 25.7335
O 2.306 -3.6663 27.3967
O 8.031 8.5613 25.7229
O 6.6356 9.6662 23.793
Si 3.3723 5.5898 13.3287
Si 9.4555 -6.4233 22.2811
Si 4.5848 4.8565 17.5458
Si 11.683 10.1721 12.1226
Si 5.8585 -0.5412 12.0122
Si 3.4804 12.1339 22.7014
Si -0.198 11.5853 18.5176
Si 0.071 7.8653 14.2183
Si 11.1235 -7.4442 19.7768
Si 4.8143 8.3318 14.208
Si 8.8913 -1.733 19.1344
Si 2.6658 -3.3617 23.8653
Si 5.3333 6.008 24.1776
Si -4.7508 4.394 13.2873
Si 2.3708 9.1734 15.8219
Si 7.5071 8.3528 24.1862
Si 11.5595 5.6834 12.2279
Si 4.2358 11.4823 19.997
Si -1.233 1.8718 15.7266
Si 10.6196 -6.4883 16.9558
Si 9.2872 7.2492 16.5716
Si 1.5272 11.9048 14.559
Si 4.9173 3.9388 21.9958
Si 1.4672 7.8831 21.1502
Si 0.7079 5.1828 24.4308
Si 5.9064 11.0741 24.1547
Si 1.7839 2.5464 24.6014
Si 9.859 1.4597 25.1891
Si 7.1802 11.4288 20.0669
Si 2.7567 5.148 20.0566
Si -4.4974 6.4114 15.6888
Si 9.2716 -3.4534 21.7378
Si 2.2131 -1.1445 18.7001
Si -3.2316 1.6286 13.2828
Si 5.846 2.8637 19.351
Si 2.4983 3.6972 15.6159
Si -2.7588 1.6851 22.7475
O 4.0513 6.9923 13.7289
O -0.869 -0.6197 19.2898
O 12.4093 8.0774 15.0244
O 4.4229 0.1309 23.4856
O -0.554 6.0404 16.6968
O 6.5538 5.1451 14.6753
O 4.4424 1.9963 19.2519
O 2.2737 8.804 17.4069
O 2.0684 1.3966 23.4852
O 3.7938 4.8466 21.2615
O 2.5194 4.9072 14.5335
O 8.6871 -2.723 20.4058
O -1.2132 8.0651 15.2159
O 6.6143 2.8329 13.3878
O 10.4004 -6.6363 18.5628
O 3.827 3.8087 16.5499
O 1.3566 6.648 24.1797
O 0.3241 2.2705 25.2512
O -0.3844 6.3806 11.1368
O 6.863 3.9964 26.738
O 3.1427 0.6661 21.2004
O 12.8603 6.4643 20.495
O 10.8265 1.9152 19.5324
O 5.6547 4.7495 23.1952
O 4.2317 2.6317 22.6571
O 8.8019 -5.0326 21.707
O -2.5034 1.5012 14.7565
O -5.8654 9.2987 12.9336
O 6.0066 3.4879 20.8593
O 0.0511 6.3288 13.6294
O 4.5738 4.5246 12.9566
O -0.7062 4.958 23.6531
O 7.5573 10.1546 19.1168
O 5.6858 0.1571 20.6538
O 14.8477 9.1083 15.31
O 2.3484 8.3512 22.4562
O -2.7734 0.8426 21.3324
O 10.5198 -7.0043 21.2072
O 2.9472 2.516 25.7342
O 12.2797 0.1751 18.2884
O 3.5667 -5.4887 18.6704
O 7.0968 1.8354 19.1143
O 7.8322 -4.3895 16.4916
O 12.714 3.8613 19.8169
O 8.7204 8.1901 23.1068
O 0.0323 1.5503 14.7648
O 5.8238 14.9773 18.2393
O 6.7891 1.3827 23.5575
O 10.8814 -3.2615 21.6715
O 2.5212 13.1743 14.8596
O 12.7731 -0.2451 15.5936
O 9.4273 1.1236 23.6546
O 9.2162 -2.6305 17.8134
O 6.2011 7.8324 14.9112
O 1.1844 3.9453 16.553
O 8.3814 3.3091 22.5682
O 1.7691 4.0389 23.9368
O -1.34 14.4044 16.1229
O 0.0066 9.014 13.0448
O -9.329 9.0137 19.9913
O 5.2124 6.1196 16.7287
O -1.0215 1.0094 17.1274
O 2.2512 5.9945 12.1952
O 6.8862 0.2435 13.0203
O 3.7333 10.3225 18.9858
O 6.6019 7.0101 24.123

Results
free energy: -156078.979 eV
free energy less fixed offsets of O -568.88, Si -635.61 eV per atom: -4.129 eV

Forces (eV/angstrom), in the order of the atoms: element, x, y, z
Si -0.0034 -0.0345 0.0008
Si 0.0068 -0.0041 -0.0043
Si -0.0208 0.0058 0.0041
Si -0.0463 0.0288 0.0086
Si -0.0198 -0.0084 -0.0077
Si -0.0872 0.0459 -0.0052
Si 0.0048 -0.0552 0.0051
Si -0.0207 -0.0056 0.004
Si -0.0663 0.0716 0.0566
Si -0.0792 0.0636 -0.0055
Si -0.0138 0.0945 0.05
Si 0.0308 0.0978 -0.0367
Si 0.0405 -0.031 -0.0191
Si 0.0081 -0.0028 0.0215
Si 0.048 0.0505 -0.0197
Si 0.0572 0.0261 0.0977
Si -0.0035 -0.1196 -0.016
Si -0.0212 -0.0354 -0.0138
Si 0.0342 -0.0648 0.1327
Si 0.0162 -0.0142 -0.121
Si -0.03 -0.0623 0.0326
Si -0.036 -0.022 -0.0094
Si -0.0265 -0.0505 -0.0923
Si 0.0248 -0.0033 0.0715
Si 0.0137 -0.0063 -0.0062
Si 0.0145 -0.0034 0.008
Si 0.0229 0.0267 0.0067
Si 0.0326 -0.0062 0.006
Si 0.04 0.0002 -0.0106
Si 0.0535 -0.006 0.0035
Si 0.0242 0.021 0.0044
Si -0.0082 0.0065 0.0038
Si 0.0032 -0.0106 -0.0038
Si 0.0114 -0.0111 -0.0084
Si -0.01 0.0082 -0.0173
Si -0.0188 0.0082 -0.0016
Si 0.0012 0.0196 0.0129
Si 0.0144 -0.0112 0.0102
Si -0.0213 0.0079 0.0164
Si 0.0048 -0.0027 0.0192
Si 0.0023 -0.0012 0.0003
Si -0.0043 -0.0055 -0.0045
Si 0.0024 -0.0035 -0.002
Si -0.005 0.0042 -0.0035
Si -0.0029 -0.0024 -0.0068
Si 0.004 -0.0001 -0.0048
Si 0.0056 0.0045 -0.0054
Si 0.0161 -0.0155 0.0007
Si -0.0073 0 -0.0079
Si 0.0011 0.0034 -0.0067
Si 0.003 -0.008 -0.004
Si 0.0014 0.0041 -0.013
Si -0.006 0.0067 -0.0086
Si -0.0038 -0.0022 -0.0104
Si 0.0028 0.0025 -0.0186
Si -0.0023 -0.0029 -0.0035
Si 0.0006 -0.0011 0.0061
Si -0.0024 0.0005 0.0011
Si 0.0041 -0.0007 -0.0022
Si -0.0007 -0.0007 0.0046
Si 0.0062 -0.0019 0.0035
Si -0.0032 0.0043 0
Si -0.0025 -0.0002 0.0074
Si -0.0018 0.0002 -0.0032
Si 0.0003 0.0033 -0.0025
Si 0.0035 -0.0024 0.0025
Si -0.0031 0.0024 0.0021
Si 0.0008 -0.0048 -0.0022
Si 0.0025 -0.0012 0.0072
Si -0.0068 0.0076 -0.003
Si 0.0057 0.0004 -0.0032
Si -0.002 -0.0023 0.0041
Si 0.001 -0.0049 -0.0021
Si -0.0015 0.0035 -0.003
Si 0.0041 -0.0011 -0.0032
Si -0.0033 0.0011 -0.0005
Si -0.0006 0.0025 -0.0011
Si 0.0016 -0.0027 -0.0029
Si -0.0037 0 -0.002
Si 0.0018 -0.0004 -0.0029
Si 0.0022 -0.0012 0.001
Si 0.0047 -0.0004 0.0012
Si 0.0039 -0.0023 -0.0018
Si 0.0034 0.0019 0.0013
Si -0.0025 -0.0026 0.0006
Si -0.0028 0.0002 -0.0014
Si -0.0031 0.0009 0.0031
Si 0.0019 0.002 0.0001
Si -0.0096 -0.0005 -0.0035
Si -0.0073 0.0029 -0.003
Si -0.003 0.0015 0.0015
Si 0.0045 -0.0043 0.0001
Si 0.0051 0.0014 0.0007
Si 0.0022 0.0012 -0.0001
Si 0.003 -0.0005 0.0015
Si -0.0056 0.0007 -0.0009
Si 0.0035 -0.0089 -0.0025
Si 0.0157 0.0039 -0.0025
Si 0.002 -0.0006 -0.0081
Si -0.0029 0.0042 -0.0002
Si -0.0005 -0.0043 -0.0031
Si -0.0038 -0.0065 -0.0117
Si -0.011 0.0031 -0.0068
Si 0.0125 0.0105 -0.007
Si -0.0011 0.0051 0.0044
Si -0.0006 -0.0026 0.0001
Si -0.0017 0.0069 0.0067
Si 0.0023 0.0004 -0.0046
Si 0.0038 -0.006 0.0002
Si 0.0002 -0.0075 0.0045
Si 0.0018 0.0007 -0.0091
Si -0.0037 -0.0007 -0.0123
Si 0.011 0.0157 0.0071
Si -0.0118 0.0011 0.0033
Si -0.0085 -0.007 -0.0134
Si -0.0031 -0.0047 0.0003
Si 0.0192 0.0125 0.0045
Si 0.0032 0.0018 -0.0007
Si 0.0191 0.0026 -0.0016
Si 0.0122 0.0069 0.0144
Si -0.0196 -0.011 0.0038
Si 0.0334 -0.0166 0.0203
Si 0.0112 -0.0054 0.0008
Si 0.0144 -0.0103 -0.002
Si -0.0326 -0.0159 -0.0009
Si -0.0029 -0.012 0.0133
Si -0.0289 0.0284 0.008
Si -0.0109 0.0255 -0.0181
O 0.0005 -0.0007 0.0199
O 0.0037 -0.0082 -0.0044
O -0.0038 -0.0033 -0.0037
O -0.002 -0.0046 0.0029
O 0.0031 0.0006 -0.0067
O 0.0018 -0.0017 -0.0096
O -0.0072 -0.0034 0.0053
O -0.0031 0.0029 -0.0066
O 0.0002 0.0044 -0.0007
O 0.0011 -0.0029 0.0095
O -0.0038 -0.0037 0.0053
O -0.0106 0.0101 -0.0001
O 0.0006 -0.0041 0.0042
O 0.0161 -0.0171 0.0109
O -0.0113 0.0023 0.0146
O 0.026 -0.0138 -0.0054
O -0.0018 -0.0029 -0.0034
O -0.0003 0.0048 -0.0039
O 0.0011 0.0019 -0.0028
O 0.0092 -0.0086 0.0031
O -0.0006 -0.001 -0.0085
O -0.0027 0.0157 -0.0061
O -0.0001 0.0033 -0.0016
O -0.0039 0.0062 -0.0134
Si -0.0003 -0.0015 -0.0074
Si -0.0029 0.0028 0.0067
Si 0.0009 0.0005 0.0021
Si -0.003 0.0099 -0.0301
Si -0.0019 -0.0023 -0.0111
Si 0.0016 0.0016 0.0106
Si 0.0039 -0.0031 0.0015
Si -0.0001 0.006 -0.0041
Si 0.0027 -0.0011 0.0003
Si 0.0036 0.0002 -0.0043
Si 0.0003 -0.0027 0.0058
Si -0.0055 -0.0022 0.006
Si 0.0014 -0.0058 0.0087
Si 0.0019 0.0027 -0.0083
Si -0.0018 -0.0026 -0.0055
Si 0.0026 -0.0061 0.0099
Si -0.0034 0.0043 -0.0093
Si -0.0002 0.0014 0.0022
Si 0.0029 0.0017 -0.0065
Si 0.0012 -0.0002 -0.0022
Si 0.0003 0.002 -0.0066
Si -0.0048 0.0007 -0.0076
Si 0.0023 0.0008 0.0093
Si -0.0016 -0.0008 0.0054
Si -0.0021 0.0077 0.0112
Si -0.0067 0.0017 0.0012
Si -0.0014 -0.0056 0.0065
Si -0.0036 0.0025 0.0093
Si -0.0041 0.0018 0.0003
Si -0.0027 0.0016 0.0025
Si -0.0011 0.0007 -0.0079
Si 0.0032 -0.0019 0.0071
Si 0.0023 -0.001 0.0018
Si 0.0075 0.0034 -0.0125
Si -0.0036 -0.0008 0.0026
Si 0.0011 -0.0017 -0.005
Si -0.0029 0.0007 0.0074
O -0.0031 -0.0038 0.0075
O 0.0013 0.0031 0.0009
O -0.0026 -0.0018 0.0016
O -0.0004 -0.0022 -0.0084
O 0.0027 -0.0007 0.0021
O -0.001 -0.0033 0.0001
O -0.0001 -0.0024 -0.002
O 0.0007 0.0007 -0.005
O -0.0014 -0.0002 -0.0096
O 0.0039 -0.0002 0.0006
O 0.0013 0.0042 -0.0008
O -0.0021 0.0008 -0.0024
O 0.0043 -0.0018 0.0026
O 0.0022 -0.0029 0.0068
O 0.0001 -0.0003 -0.0009
O -0.0033 -0.0007 -0.0014
O -0.0021 0.0015 -0.01
O -0.0043 -0.0006 -0.009
O -0.0052 0.005 0.0006
O 0.0029 0.0019 0.0048
O 0 0.0023 -0.0021
O -0.0021 0.0012 -0.0041
O -0.0003 0.0015 -0.0006
O -0.0014 0.004 -0.0059
O -0.0024 -0.0027 -0.0079
O -0.0011 -0.001 -0.0063
O -0.0036 0.0001 -0.0018
O 0.0019 0.0062 0.0021
O 0.0025 0.0008 0.0002
O 0.002 -0.0054 0.0002
O -0.001 -0.0005 0.0055
O -0.0016 0.0035 -0.0035
O -0.0017 0.0017 -0.0021
O 0.0008 -0.0009 -0.0039
O 0.0024 -0.0002 0.0031
O 0.0025 -0.0018 -0.001
O 0.0028 0.0011 -0.0022
O 0.0014 -0.0006 -0.0032
O 0.0073 0.0017 0.021
O -0.0012 0.0026 -0.0016
O 0.0011 0.0008 -0.0053
O 0.0029 -0.0044 0.0003
O -0.0041 -0.0019 0.0039
O -0.002 -0.0019 -0.0027
O 0.0044 0.0016 -0.0091
O 0.0034 -0.0001 0.0072
O -0.0007 0.0037 -0.0041
O 0.001 0.0007 -0.0077
O 0 -0.0004 -0.0053
O -0.0003 -0.0016 0.0047
O 0.0007 0.0034 0.0028
O 0.0043 -0.0011 -0.0019
O 0.0026 -0.0012 -0.0035
O -0.0034 0.0013 0.0031
O 0.0011 -0.0002 0.0005
O 0.0006 -0.0003 -0.0082
O 0.0018 -0.0055 -0.0148
O -0.0011 -0.0028 0.0025
O -0.0018 -0.0012 0.0103
O 0.0012 0.0003 -0.0015
O 0.0021 0.0014 -0.0011
O -0.0024 0.0016 -0.0013
O -0.002 0.0019 0.0068
O -0.004 -0.0014 0.0061
O -0.0021 -0.0007 -0.003
O -0.0019 -0.0005 -0.0093

The program warned: the cutoff lies below the one the program advises for these potential files; the exchange-correlation potential is rough where the density is thin.
